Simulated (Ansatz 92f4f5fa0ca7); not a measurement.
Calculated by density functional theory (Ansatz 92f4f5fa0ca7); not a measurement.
Periodic cell of 226 atoms, Si134O92, from a study of silicon, its oxide and their interface. The atomic structure is a simulated model.
Doubt: the cutoff is far below the 930 eV that the study's wrapper takes by default for these files, so forces and energies are approximate.
This geometry differs little from another in the collection (a relaxation step or a small displacement).

Settings: functional PBE; potential files Ansatz PAW; basis plane waves; wave-function cutoff 580 eV; density cutoff ratio 5; exchange-correlation grid ratio 1; k mesh 1 x 1 x 1, Gamma-centred; self-consistency stop 5e-08 eV per atom in the density residual; occupations fixed; spin none; net charge 0.

Cell vectors (angstrom)
a  10.938  0  0
b  0  10.938  0
c  0  0  32.4416

Atoms and the computed forces on them: element, x, y, z (angstrom), force x, y, z (eV/angstrom)
Si  0.3835  -0.5121  25.0138  0.0198  0.0017  -0.0548
Si  5.4653  -0.2706  24.7923  -0.0136  0.0168  0.0238
Si  2.4745  3.0669  25.1886  -0.0101  -0.0077  -0.0067
Si  7.6268  2.7321  24.4863  0.0311  -0.012  0.0011
Si  0.2086  5.2135  24.9563  -0.0196  0.0196  0.0092
Si  5.5705  5.1907  24.892  0.0282  -0.0085  0.0105
Si  2.6748  8.1397  24.8642  0.0093  -0.0174  0.0603
Si  7.7767  8.4965  25.0828  0.0084  -0.0051  -0.0276
Si  1.3765  1.2703  26.2766  0.0118  0.0131  0.0181
Si  6.6499  1.3157  26.1104  -0.0083  -0.0065  -0.0009
Si  4.0707  4.189  26.4378  -0.0092  -0.0121  0.0227
Si  9.6899  4.1146  26.3778  -0.0056  -0.0061  -0.0114
Si  1.3516  6.8081  26.2544  -0.0024  0.0165  -0.0132
Si  6.727  6.7803  26.2923  0.0021  -0.0062  0.0187
Si  4.078  9.4573  26.2403  -0.0293  -0.0027  -0.0198
Si  9.5261  9.5548  26.2977  -0.0177  -0.013  0.0278
Si  2.7806  -0.0347  27.6419  0.0115  -0.0007  0.0072
Si  8.1679  0.0758  27.5849  -0.0003  0.0115  0.0003
Si  0.0424  2.6634  27.6947  -0.0068  -0.0074  0.0061
Si  5.4501  2.7165  27.6417  0.0055  0.0087  0.0054
Si  2.6989  5.5402  27.7177  0.0047  0.0029  0.0067
Si  8.2009  5.4745  27.6409  -0.006  0.0054  0.0023
Si  -0.0292  8.1835  27.6451  0.0083  -0.0118  0.0079
Si  5.4438  8.1744  27.677  0.0076  -0.0026  0.0041
Si  4.1018  1.3673  29.0234  0.123  -0.202  0.0213
Si  9.5708  1.3673  29.0234  -0.3237  -0.0112  0.0993
Si  1.3673  4.1018  29.0234  0.1121  -0.1108  0.184
Si  6.8362  4.1018  29.0234  0.0263  -0.1658  -0.2094
Si  4.1018  6.8362  29.0234  -0.2222  0.3374  0.6296
Si  9.5708  6.8362  29.0234  -0.0018  -0.1525  0.0637
Si  1.3673  9.5708  29.0234  -0.0102  -0.0986  -0.2308
Si  6.8362  9.5708  29.0234  0.0891  0.1716  -0.4082
Si  0  0  30.3906  -0.0967  -0.0928  -0.0547
Si  5.469  0  30.3906  -0.0419  0.0453  -0.0043
Si  2.7345  2.7345  30.3906  0.0103  0.0246  0.0036
Si  8.2035  2.7345  30.3906  0.0496  0.0406  0.0015
Si  0  5.469  30.3906  -0.1269  -0.0651  0.0044
Si  5.469  5.469  30.3906  -0.0452  -0.0606  -0.0401
Si  2.7345  8.2035  30.3906  0.0509  -0.0291  0.0537
Si  8.2035  8.2035  30.3906  0.0706  0.0301  -0.0357
Si  1.3673  1.3673  31.7579  -0.0187  0.0388  -0.0082
Si  6.8362  1.3673  31.7579  0.0294  -0.0256  -0.0303
Si  4.1018  4.1018  31.7579  0.0235  -0.006  -0.0056
Si  9.5708  4.1018  31.7579  0.0017  -0.0329  -0.0154
Si  1.3673  6.8362  31.7579  0.0474  0.0471  -0.0317
Si  6.8362  6.8362  31.7579  -0.0388  0.001  -0.0235
Si  4.1018  9.5708  31.7579  -0.0272  0.0065  -0.0184
Si  9.5708  9.5708  31.7579  0.0217  0.0063  0.0052
Si  2.7345  0  0.6835  0.0414  -0.0027  0.0111
Si  8.2035  0  0.6835  0.0016  0.0241  0.0305
Si  0  2.7345  0.6835  -0.0614  0.0445  -0.0022
Si  5.469  2.7345  0.6835  0.0064  -0.041  0.0155
Si  2.7345  5.469  0.6835  -0.0109  -0.0485  0.0227
Si  8.2035  5.469  0.6835  0.0297  0.0078  0.0188
Si  0  8.2035  0.6835  -0.0259  -0.0656  0.0172
Si  5.469  8.2035  0.6835  -0.051  0.063  -0.0095
Si  4.1018  1.3673  2.0507  -0.0147  0.0478  0.0435
Si  9.5708  1.3673  2.0507  0.0841  0.0354  -0.0633
Si  1.3673  4.1018  2.0507  0.0144  -0.0676  -0.035
Si  6.8362  4.1018  2.0507  0.0147  0.0305  0.0564
Si  4.1018  6.8362  2.0507  0.0827  0.0158  -0.0262
Si  9.5708  6.8362  2.0507  -0.0044  0.0898  0.0443
Si  1.3673  9.5708  2.0507  0  0.0441  0.054
Si  6.8362  9.5708  2.0507  -0.0571  -0.1057  -0.0411
Si  0  0  3.418  0.0228  0.3362  -0.2467
Si  5.469  0  3.418  -0.0684  -0.2912  -0.1396
Si  2.7345  2.7345  3.418  -0.1989  0.1294  -0.267
Si  8.2035  2.7345  3.418  0.4105  0.1362  -0.0828
Si  0  5.469  3.418  0.164  0.0251  0.2623
Si  5.469  5.469  3.418  0.0201  0.2826  0.0494
Si  2.7345  8.2035  3.418  -0.0662  -0.2791  0.3127
Si  8.2035  8.2035  3.418  -0.1061  -0.0628  -0.2222
Si  1.3703  1.3849  4.7831  0.001  0.0043  -0.0015
Si  6.8439  1.37  4.717  0.0012  -0.0054  -0.0042
Si  4.0113  4.1846  4.745  -0.003  0.0024  -0.0061
Si  9.6345  4.0775  4.8214  0.0004  -0.0108  -0.0099
Si  1.3515  6.8342  4.8676  0.0019  0.001  -0.0034
Si  6.8925  6.8172  4.8153  -0.002  0.0012  0.0065
Si  4.1278  9.5248  4.797  0.0111  -0.0025  -0.0048
Si  9.5279  9.6251  4.7206  -0.0093  -0.0001  -0.0074
Si  2.7364  -0.0284  6.0945  -0.0012  0.001  0.0026
Si  8.224  0.0845  6.1035  -0.001  0.0089  -0.0106
Si  0.125  2.8082  6.2581  0.0012  0.0004  0.0024
Si  5.4108  2.7404  5.9073  0.0063  0.0022  -0.0004
Si  2.7378  5.494  6.3254  0.0025  0.0009  0.0009
Si  8.2121  5.3447  6.1974  -0.0146  0.0034  0.0057
Si  -0.0502  8.325  6.0954  0.0072  -0.0027  -0.0006
Si  5.5507  8.2192  6.198  -0.0035  -0.0047  -0.0075
Si  3.9895  1.5292  7.2541  -0.0062  0.011  0.0043
Si  9.8244  1.2252  7.4304  -0.0076  0.0143  0.0136
Si  1.7863  3.7855  7.7563  -0.0015  0.0009  0.0145
Si  6.5711  4.1367  7.327  0.0081  -0.0034  0.0232
Si  4.5065  6.5515  7.5142  -0.0003  -0.0019  0.0113
Si  9.4874  7.5954  7.8322  -0.0047  -0.0031  0.0058
Si  1.0836  9.8954  7.3988  0.013  -0.0033  0.0012
Si  7.0294  9.5624  7.4912  0.0014  -0.011  -0.0107
O  5.5556  5.3241  7.8353  -0.003  0.0047  -0.0052
O  -0.0248  0.0755  7.9016  -0.0043  0.0021  0.0003
O  2.9386  2.6188  7.8847  0.0025  -0.0078  -0.0046
O  9.0381  6.0592  7.4726  -0.0025  -0.0056  -0.0056
O  1.5335  9.3167  24.4674  -0.0268  0.0257  0.0018
O  9.0231  3.1371  25.214  -0.0046  0.0046  0.0042
O  6.6972  9.5925  24.4106  0.0264  -0.0247  0.0037
O  1.3513  4.09  24.4931  0.0234  -0.0202  0.0045
O  8.1612  8.5162  8.1284  0.0065  -0.0039  0.0096
O  1.5021  4.1022  9.3724  0.0017  -0.0024  -0.0116
O  1.572  9.192  8.8128  0.0002  0.0012  0.0012
O  7.035  3.3325  8.6727  0.0019  -0.0021  -0.0122
O  10.3156  7.6319  9.2472  -0.003  -0.0007  -0.0051
O  4.8342  0.8764  8.4859  0.0018  -0.0053  0.005
O  4.1748  7.0862  9.0286  0.0027  -0.0008  -0.0076
O  9.2471  1.8655  8.8316  0.0007  -0.0016  -0.0069
O  4.661  0.3152  23.4136  0.0018  -0.0002  0.0039
O  8.0664  2.1241  23.0272  -0.0021  0.0026  0.0131
O  10.2885  5.6694  23.6023  -0.0026  0.0035  0.0007
O  6.6566  4.0548  24.2903  -0.0165  0.0215  -0.0038
O  8.463  7.635  23.8899  0.0004  0.0076  0.0075
O  3.5545  2.5929  24.0433  0.0044  0.011  0.0028
O  3.4179  7.287  23.586  0.0024  0.0041  -0.0054
O  10.6565  0.099  23.6404  -0.0004  -0.0021  0.0177
Si  8.0842  11.4664  15.3521  0.0013  0.0007  0.003
Si  6.7774  9.1434  13.7853  -0.0012  0.0006  0.0039
Si  11.5892  7.7189  16.7123  0.0023  -0.0023  0.0003
Si  5.0341  5.4282  16.0695  0.0016  -0.001  0.0013
Si  11.5174  3.0863  13.2007  0.0016  0.0001  0.0033
Si  0.5365  3.4669  16.4264  0.0013  0.0011  0.0024
Si  13.7771  7.186  14.5268  -0.0007  -0.0015  0.0044
Si  4.2275  3.7499  20.9016  -0.002  -0.001  -0.0066
Si  -2.4563  3.7703  12.4153  -0.0006  -0.0009  0.0023
Si  4.1202  1.4997  14.8917  0.002  -0.0001  0.004
Si  8.8474  1.7323  21.6421  -0.0034  0.0005  -0.0009
Si  7.8932  2.3295  9.6133  0.0016  0.0113  -0.0062
Si  12.7999  0.9214  16.7744  0.0008  0.001  -0.0001
Si  13.2326  3.9988  10.8322  0.0017  0.0004  -0.0045
Si  2.7713  1.3703  12.1797  0.0015  -0.0004  0.0019
Si  8.837  6.6561  13.4516  0.0022  0.0011  0.0042
Si  14.5166  1.4624  22.8821  -0.0011  -0.0082  -0.0042
Si  0.8073  8.1512  9.8218  0.001  -0.0039  0.0014
Si  11.4629  0.5443  22.2893  -0.0016  -0.0004  -0.0022
Si  4.5288  9.345  15.3891  0.0012  -0.0001  0.0012
Si  7.0099  3.1229  19.5958  0.0055  -0.0013  -0.0055
Si  10.903  -0.8616  15.1641  0.001  0.0002  0.0035
Si  9.4945  -5.2593  16.4949  0.0001  -0.0004  0.0025
Si  11.0296  8.7221  21.029  -0.0011  -0.0017  -0.0025
Si  6.9594  5.9017  18.2173  0.0004  -0.0009  -0.0041
Si  2.9134  4.7726  18.1778  -0.0007  -0.0009  -0.0039
Si  11.5106  8.1864  12.7952  0.0007  -0.0016  0.0008
Si  6.7359  14.0903  14.7923  0.0009  -0.0007  0.005
Si  7.0431  7.1341  21.167  0.0058  -0.002  -0.0042
Si  14.7032  -0.9371  18.227  -0.0003  0.0002  -0.0025
Si  2.2275  7.7977  19.1509  -0.0003  0.0008  -0.0055
Si  14.2701  6.7938  10.3897  0.0007  -0.0006  -0.0014
Si  6.7056  11.1927  18.2021  0.0001  0.0007  -0.0041
Si  4.4283  -1.3869  11.5577  -0.0023  -0.0045  0.0056
Si  9.4388  6.8599  22.871  0.004  -0.0036  0.002
Si  4.5434  6.1647  22.9888  -0.0066  0.0044  -0.025
Si  5.9929  -0.045  9.1669  -0.0003  0.0101  0.0068
Si  8.3159  -1.1675  20.405  0.0008  0.0022  -0.0031
O  12.9866  0.9453  22.6838  -0.0074  -0.0022  0.0049
O  5.4122  13.301  15.2275  0.001  -0.0026  -0.0003
O  14.2682  3.9265  19.5308  -0.0009  0.001  0.0042
O  9.8888  3.1696  13.023  0.0014  0  0
O  5.7508  6.3803  17.2067  0.0029  0.0004  0.0038
O  5.6368  9.4467  12.6568  0.0019  -0.0007  -0.0008
O  7.0184  0.9822  9.9638  -0.0058  -0.0057  0.0006
O  4.5572  10.8988  15.0021  -0.0007  -0.0007  -0.0003
O  8.3271  3.1713  10.9216  -0.0008  -0.0024  -0.0037
O  14.4442  8.6503  14.3429  0.001  0.0001  0.0002
O  8.4539  0.1766  21.3152  0.0004  -0.0035  0.0027
O  10.2128  7.2362  12.8519  0.0005  -0.0007  0.004
O  3.7701  8.0408  11.3851  0.0016  0.0029  0
O  2.986  1.8184  16.0016  0.0008  -0.0003  -0.0001
O  11.8368  3.4531  14.7927  0.0002  -0.0002  -0.0001
O  5.7224  6.9076  22.1043  -0.0045  -0.0034  0.0123
O  14.3697  5.2225  10.9262  -0.0009  -0.0001  0.0019
O  10.5064  1.7493  21.6898  0.0017  -0.0016  0.0066
O  9.955  15.0344  16.5619  -0.0008  0.0008  0.0006
O  8.3473  2.7945  20.4938  0.0011  0  0.005
O  3.7247  1.9046  13.3843  0.0014  -0.0003  0.0003
O  18.4855  -0.3665  14.0713  0.0003  -0.0004  0.0001
O  0.6146  12.8789  17.0608  0.0006  -0.0008  0.0007
O  14.8816  2.2491  21.5066  -0.0003  0.0008  0.0063
O  9.1125  -4.8627  14.9561  -0.0008  0.0013  -0.0004
O  8.3303  6.2487  17.4515  0.0013  -0.0013  0.0008
O  6.3321  4.6427  15.3901  0.0007  -0.0005  0.0005
O  1.2753  4.1444  12.1314  -0.0004  -0.0005  0.0009
O  7.7085  -0.7459  18.9759  0.0019  -0.0017  0.006
O  11.6488  -0.7365  21.3039  0.0011  -0.001  0.0041
O  18.6793  7.881  13.3977  0.0032  -0.0027  0.0001
O  12.156  12.5332  12.7737  0.0002  0.0003  0.0001
O  8.4407  16.347  12.4689  0.0009  0.0015  0.001
O  3.4127  8.9115  19.4019  0.0005  -0.0002  0.004
O  7.325  -2.1955  21.1879  -0.0006  0.0003  0.0035
O  -4.1881  6.6737  19.6312  -0.0013  -0.0007  0.0047
O  1.5502  15.2284  17.425  0.0009  -0.0003  0.0018
O  10.5325  -2.2071  16.0076  0.0013  0.0005  -0.0007
O  16.111  -0.1989  18.4925  0.0014  -0.0007  0.0029
O  9.6909  0.2024  15.3543  -0.0001  -0.0001  -0.0008
O  3.9645  9.0995  16.8795  0.0003  0.0001  0.0019
O  12.7634  7.1701  13.224  0.0003  0.0006  -0.0013
O  7.9588  2.1696  15.3076  0.0008  -0.0003  0.0003
O  6.0135  8.7114  15.1754  0.0001  -0.0007  -0.0011
O  2.9527  2.4744  10.9615  -0.0003  -0.0005  0.001
O  15.0221  6.1281  14.8818  0.0007  -0.0004  0.0002
O  11.6205  8.8144  11.2957  0.001  -0.0027  0.0032
O  1.7519  6.8509  9.9994  -0.0008  0.0039  0.0006
O  3.9218  4.9934  21.9602  0.0006  0.0033  0.0108
O  7.2061  11.0389  16.6606  0.0005  0.0004  0.0025
O  7.1288  14.2531  13.2233  -0.0003  -0.0001  -0.0004
O  12.2781  -0.2305  15.7539  0.0006  -0.0009  0.0004
O  10.5245  7.9596  22.3689  -0.0029  -0.0011  0.0023
O  10.7713  6.4226  17.1515  0.0003  0.0002  0.0012
O  12.1861  7.7269  20.4477  0.0007  0.0004  0.0047
O  7.1358  4.2969  18.4824  0.0004  0.0019  0.0011
O  12.7944  7.1349  15.8029  -0.001  0.0004  0.0007
O  6.7214  12.7207  18.7327  -0.0004  -0.0035  0.0021
O  11.2842  9.5461  13.6765  0.0005  -0.0011  -0.0009
O  8.4019  6.3344  21.7001  -0.0014  0.0011  0.0044
O  3.2901  -0.1747  11.8289  0.0002  0.0014  0.0002
O  4.052  -17.3444  17.0221  -0.0001  -0.0012  0.0024
O  2.5751  11.1353  18.0604  0.0019  -0.0011  0.0024
O  9.7256  8.9932  20.0753  -0.0005  -0.0008  0.0054
O  5.2176  -1.0364  10.1849  0.002  0.0008  -0.0031
O  5.8264  3.6665  20.5812  -0.0002  0.0019  0.0072
O  2.7767  6.3308  18.7041  0.0002  0.0002  0.0034
O  12.2364  8.4663  17.9858  0.0003  -0.0011  0.0022

Results
free energy: -137506.750 eV
free energy less fixed offsets of O -568.88, Si -635.61 eV per atom: 1.950 eV

The program warned: the cutoff lies below the one the program advises for these potential files; the forces do not sum to zero within the program's tolerance; the exchange-correlation potential is rough where the density is thin.
